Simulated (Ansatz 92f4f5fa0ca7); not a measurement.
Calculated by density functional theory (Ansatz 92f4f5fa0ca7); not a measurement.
Periodic cell of 223 atoms, Si133O90, from a study of silicon, its oxide and their interface. The atomic structure is a simulated model.
Doubt: the cutoff is far below the 930 eV that the study's wrapper takes by default for these files, so forces and energies are approximate.
This geometry differs little from another in the collection (a relaxation step or a small displacement).

Settings
functional: PBE
potential files: Ansatz PAW
basis: plane waves
wave-function cutoff: 580 eV
density cutoff ratio: 5
exchange-correlation grid ratio: 1
k mesh: 1 x 1 x 1, Gamma-centred
self-consistency stop: 5e-08 eV per atom in the density residual
occupations: fixed
spin: none
net charge: 0

Cell vectors (angstrom)
a, 10.938, 0, 0
b, 0, 10.938, 0
c, 0, 0, 32.4069

Atoms: element, x, y, z (angstrom)
Si, 0.2806, -0.1833, 24.9582
Si, 5.1944, 0.4759, 24.9528
Si, 2.8799, 2.6463, 25.0334
Si, 7.9263, 2.9879, 24.9412
Si, -0.2192, 5.7614, 24.9288
Si, 5.7189, 5.2498, 24.9525
Si, 2.5025, 8.5084, 24.9057
Si, 8.4677, 7.9987, 24.8531
Si, 1.3719, 1.3907, 26.3168
Si, 6.8106, 1.457, 26.3301
Si, 4.1127, 4.1703, 26.31
Si, 9.5624, 4.1421, 26.2122
Si, 1.3599, 6.9159, 26.251
Si, 6.8757, 6.8683, 26.2118
Si, 4.1256, 9.6514, 26.1772
Si, 9.5782, 9.5957, 26.2112
Si, 2.7527, 0.0047, 27.6385
Si, 8.1945, 0.0101, 27.5995
Si, -0.0341, 2.7582, 27.6112
Si, 5.4332, 2.7777, 27.6857
Si, 2.7069, 5.5199, 27.6206
Si, 8.2006, 5.4848, 27.6226
Si, -0.027, 8.2338, 27.6359
Si, 5.4636, 8.227, 27.5647
Si, 4.1018, 1.3673, 28.9887
Si, 9.5708, 1.3673, 28.9887
Si, 1.3673, 4.1018, 28.9887
Si, 6.8362, 4.1018, 28.9887
Si, 4.1018, 6.8362, 28.9887
Si, 9.5708, 6.8362, 28.9887
Si, 1.3673, 9.5708, 28.9887
Si, 6.8362, 9.5708, 28.9887
Si, 0, 0, 30.3559
Si, 5.469, 0, 30.3559
Si, 2.7345, 2.7345, 30.3559
Si, 8.2035, 2.7345, 30.3559
Si, 0, 5.469, 30.3559
Si, 5.469, 5.469, 30.3559
Si, 2.7345, 8.2035, 30.3559
Si, 8.2035, 8.2035, 30.3559
Si, 1.3673, 1.3673, 31.7232
Si, 6.8362, 1.3673, 31.7232
Si, 4.1018, 4.1018, 31.7232
Si, 9.5708, 4.1018, 31.7232
Si, 1.3673, 6.8362, 31.7232
Si, 6.8362, 6.8362, 31.7232
Si, 4.1018, 9.5708, 31.7232
Si, 9.5708, 9.5708, 31.7232
Si, 2.7345, 0, 0.6835
Si, 8.2035, 0, 0.6835
Si, 0, 2.7345, 0.6835
Si, 5.469, 2.7345, 0.6835
Si, 2.7345, 5.469, 0.6835
Si, 8.2035, 5.469, 0.6835
Si, 0, 8.2035, 0.6835
Si, 5.469, 8.2035, 0.6835
Si, 4.1018, 1.3673, 2.0507
Si, 9.5708, 1.3673, 2.0507
Si, 1.3673, 4.1018, 2.0507
Si, 6.8362, 4.1018, 2.0507
Si, 4.1018, 6.8362, 2.0507
Si, 9.5708, 6.8362, 2.0507
Si, 1.3673, 9.5708, 2.0507
Si, 6.8362, 9.5708, 2.0507
Si, 0, 0, 3.418
Si, 5.469, 0, 3.418
Si, 2.7345, 2.7345, 3.418
Si, 8.2035, 2.7345, 3.418
Si, 0, 5.469, 3.418
Si, 5.469, 5.469, 3.418
Si, 2.7345, 8.2035, 3.418
Si, 8.2035, 8.2035, 3.418
Si, 1.4673, 1.3481, 4.8757
Si, 6.8325, 1.3786, 4.7959
Si, 3.977, 4.107, 4.7987
Si, 9.6113, 4.0503, 4.8574
Si, 1.3663, 6.8103, 4.7753
Si, 6.9601, 6.7239, 4.7363
Si, 4.1622, 9.4928, 4.6744
Si, 9.5506, 9.5955, 4.785
Si, 2.941, -0.1777, 6.1541
Si, 8.1582, 0.018, 6.2127
Si, 0.0071, 2.6638, 6.2993
Si, 5.4038, 2.7393, 6.0988
Si, 2.5285, 5.3731, 6.2449
Si, 8.2874, 5.4311, 6.2804
Si, 0.0148, 8.1866, 6.0917
Si, 5.4782, 8.064, 5.9065
Si, 4.3068, 1.1844, 7.5841
Si, 9.9057, 0.9461, 7.5678
Si, 0.9621, 4.2391, 7.8151
Si, 6.5164, 4.3274, 7.3898
Si, 4.3033, 6.5412, 7.208
Si, 9.3177, 7.2229, 7.4894
Si, 1.3093, 9.6439, 7.4243
Si, 6.8621, 9.3054, 7.2962
O, 9.5945, 6.865, 24.4346
O, 3.9861, 1.525, 24.5733
O, 8.0602, 8.2538, 7.637
O, 2.9755, 1.5467, 8.4645
O, 6.8088, 4.1083, 24.4331
O, 1.366, 9.618, 24.4113
O, 5.4267, 5.4925, 7.8082
O, 0.1783, -0.1477, 7.6296
O, 6.8014, 3.3939, 8.7276
O, 6.1351, 9.666, 8.754
O, 9.8202, 7.3216, 9.0604
O, 1.8363, 9.1726, 8.9191
O, 5.455, 1.1221, 9.2547
O, 1.7874, 3.7239, 9.134
O, 9.699, 1.2116, 9.1571
O, 3.7375, 7.4736, 8.4038
O, 7.8753, 8.5834, 23.4345
O, 8.4818, 2.2119, 23.608
O, 5.0342, 5.9054, 23.6154
O, 2.2621, 3.2866, 23.6517
O, 10.6138, 0.6123, 23.6576
O, 0.4077, 5.1656, 23.5343
O, 3.1752, 7.8385, 23.5633
O, 5.533, 14.1215, 19.1828
Si, 11.3914, 2.3885, 20.7862
Si, 7.8383, 9.3996, 22.019
Si, 2.2765, 5.1855, 13.5694
Si, 12.2708, 7.3934, 16.8244
Si, -0.1271, -4.6878, 9.7645
Si, 10.9171, 8.9194, 14.7686
Si, -1.394, -4.9663, 17.6938
Si, 1.6199, 4.4567, 22.7108
Si, 4.6132, 10.957, 16.9555
Si, 6.8793, 5.8857, 16.2683
Si, 5.7818, 2.7758, 9.837
Si, 2.7948, 9.2465, 18.6628
Si, 7.8104, 3.7149, 11.6018
Si, 9.085, 1.1095, 10.6656
Si, 9.0552, 1.6396, 15.8703
Si, 2.6277, 4.6993, 16.5781
Si, -3.9146, 3.4772, 14.522
Si, 6.2267, 10.6822, 10.0276
Si, 16.0481, 4.5248, 18.3645
Si, 4.966, 7.2084, 19.8312
Si, -1.5454, 1.1809, 22.7359
Si, 2.1269, 2.375, 12.5474
Si, 5.4561, 10.9759, 21.9265
Si, 0.0893, 6.9306, 12.7577
Si, 13.7808, 2.6513, 9.6731
Si, 10.9341, 3.2603, 17.7768
Si, 8.0859, 7.9966, 19.3697
Si, -6.3364, 1.5133, 14.3322
Si, -2.2421, -1.2079, 16.7202
Si, 2.884, 7.8736, 12.3888
Si, -5.7822, 1.6329, 19.4503
Si, -0.3716, 0.6486, 13.2818
Si, 3.8854, 6.6341, 22.7177
Si, 2.7634, 0.4271, 20.7133
Si, 13.5103, 7.8087, 9.4626
Si, 6.2535, 8.7002, 15.3319
Si, 5.0959, -1.161, 12.8786
O, 6.4198, 5.0995, 17.6135
O, -0.4609, -4.6879, 11.3672
O, 6.6366, 4.9873, 14.9652
O, 2.2253, 10.027, 19.9685
O, -0.266, 4.9967, 8.6559
O, 1.0167, 3.82, 21.3426
O, 1.4594, 6.6313, 9.5752
O, -5.6052, 0.2567, 13.6104
O, 14.1823, 6.4414, 13.1185
O, 8.5379, 11.3456, 16.8153
O, 5.3458, 9.7448, 16.1773
O, -1.4922, 1.1125, 14.3723
O, 2.2907, 3.9956, 12.451
O, 5.9983, 8.6957, 13.7102
O, 2.7286, 4.4857, 14.9641
O, 6.4095, 2.6929, 11.2925
O, 3.222, 1.7544, 13.54
O, 14.9065, 4.1231, 17.28
O, -3.1025, 13.6475, 15.7284
O, 0.7356, 5.7281, 13.6665
O, 7.7873, 9.1536, 15.5122
O, 0.2988, 2.4523, 19.1681
O, 4.5818, 5.6863, 19.3756
O, 7.7325, 5.0882, 10.942
O, 10.8904, 6.6123, 17.0857
O, 2.7511, 5.5449, 22.2912
O, 9.0326, 6.7095, 19.0552
O, 1.2658, 8.004, 12.3318
O, -5.4176, 0.6601, 18.1758
O, 7.6939, 0.2367, 10.4646
O, 11.2887, -0.6817, 13.9044
O, 4.2861, 3.4061, 9.8052
O, 4.0684, 8.3098, 19.0434
O, 8.4613, 6.1831, 16.4961
O, 1.3718, 3.8974, 17.2053
O, -0.8299, 7.8477, 13.7746
O, 5.5845, 2.7774, 14.2494
O, 2.5448, 6.3071, 16.83
O, 9.8298, 4.4201, 18.086
O, 4.2486, 1.1865, 15.8882
O, 3.3922, 7.9299, 10.8447
O, 3.5699, -1.7379, 13.0436
O, 8.5387, 10.8548, 22.196
O, -2.9748, 3.5579, 13.2324
O, 9.9575, 2.0264, 21.4686
O, 8.5712, 8.5856, 20.8159
O, -5.0193, 1.1788, 20.8357
O, 5.4485, -0.9068, 11.2866
O, 1.3246, 8.1725, 15.3738
O, 2.38, 1.8637, 11.0049
O, 6.5256, 7.533, 19.4891
O, 1.5585, -2.5462, 18.0795
O, 1.4759, 12.1516, 21.2847
O, 8.9956, 2.6434, 11.1123
O, 3.2308, -0.5841, 17.5555
O, 8.3092, -1.8369, 18.1763
O, 10.1816, -1.5926, 16.1713
O, -0.5831, 2.2731, 16.6234
O, 0.6816, 1.8761, 13.0737
O, 6.2786, -1.3235, 21.5512
O, 15.5462, 7.2712, 21.4203
O, 5.9016, 0.2746, 23.4804
O, -4.9175, 7.2468, 16.0225
O, 3.5446, 1.4726, 19.7215
O, 3.8255, -0.0844, 21.8609
O, 9.9336, 0.285, 11.8066

Results
free energy: -135733.938 eV
free energy less fixed offsets of O -568.88, Si -635.61 eV per atom: 1.392 eV

Forces (eV/angstrom), in the order of the atoms: element, x, y, z
Si, -0.0025, 0.0057, 0.0049
Si, 0.0058, -0.0186, 0.0236
Si, -0.0066, 0.0132, -0.0103
Si, 0.0066, 0.0033, 0.0134
Si, 0.0015, -0.0041, 0.0095
Si, 0.0002, 0.0002, -0.0001
Si, 0.0092, -0.0086, 0.0076
Si, 0.0031, 0.0009, -0.0023
Si, -0.0149, 0.007, -0.0047
Si, 0.0069, -0.0047, -0.003
Si, -0.0048, 0.0117, -0.0017
Si, 0.0032, -0.0055, -0.0052
Si, 0.0085, -0.008, -0.0038
Si, -0.0091, 0.0068, -0.003
Si, 0.0091, -0.0038, -0.0094
Si, -0.0077, 0.0056, -0.0031
Si, 0.0003, -0.0063, 0.0155
Si, -0.0037, 0.0021, 0.0014
Si, -0.0037, 0.005, 0.0026
Si, -0.0015, -0.0031, 0.0096
Si, -0.0045, 0.0011, 0.0001
Si, 0.0065, -0.0046, 0.0079
Si, -0.0022, -0.0019, 0.009
Si, -0.0026, 0.0017, 0.0018
Si, -0.0619, -0.0157, 0.3778
Si, -0.107, 0.0262, -0.0844
Si, -0.0986, 0.0816, -0.1415
Si, 0.0695, 0.2386, 0.2644
Si, 0.0566, 0.272, -0.1756
Si, -0.0202, 0.0251, 0.1159
Si, 0.0295, 0.051, 0.0915
Si, -0.0548, -0.0275, -0.2468
Si, 0.0839, 0.0011, -0.0247
Si, 0.0184, 0.0227, -0.0001
Si, 0.0284, -0.068, -0.0054
Si, -0.0139, -0.0047, -0.0069
Si, -0.0001, 0.028, 0.007
Si, 0.1043, 0.0109, -0.0128
Si, 0.0278, 0.0154, -0.0116
Si, 0.0121, -0.0454, -0.0224
Si, -0.057, 0.0352, -0.0057
Si, -0.0046, 0.0246, -0.01
Si, -0.0357, 0.0336, -0.0245
Si, -0.0054, -0.0396, -0.0169
Si, 0.0347, 0.0326, -0.0108
Si, -0.0445, 0.0339, -0.0131
Si, -0.0309, -0.0156, -0.0204
Si, -0.0185, 0.0181, -0.0297
Si, 0.0367, -0.0059, 0.0283
Si, 0.0392, -0.0867, 0.0356
Si, -0.0072, 0.0367, 0.0043
Si, 0.0456, -0.0538, -0.0005
Si, 0.0419, -0.0517, 0.0402
Si, -0.0135, 0.0564, 0.0255
Si, 0.0108, -0.0455, -0.0012
Si, 0.0272, -0.0003, 0.0152
Si, -0.0104, 0.042, 0.0227
Si, 0.086, 0.1089, 0.0386
Si, -0.1207, -0.0809, -0.003
Si, -0.1312, -0.0913, 0.006
Si, -0.0522, 0.0435, -0.022
Si, -0.011, 0.093, -0.0004
Si, -0.0329, -0.0451, 0.0165
Si, -0.0202, 0.0118, -0.0012
Si, 0.2565, 0.1779, 0.4236
Si, 0.3288, 0.1466, -0.2951
Si, -0.2288, -0.2432, -0.1877
Si, 0.0832, 0.1376, 0.2364
Si, -0.1062, -0.281, 0.1254
Si, -0.125, -0.3097, 0.1809
Si, -0.3132, -0.3685, -0.442
Si, 0.2802, -0.0313, -0.2266
Si, 0.0125, -0.012, -0.006
Si, 0.0018, -0.0012, -0.0101
Si, -0.0219, -0.0186, -0.0165
Si, 0.0059, 0.0101, -0.0028
Si, -0.006, 0.0095, -0.0062
Si, 0.0342, 0.0099, 0.0078
Si, 0.009, 0.0169, -0.0049
Si, -0.0027, 0.0167, -0.0011
Si, -0.0015, 0.0116, 0.0148
Si, -0.0023, -0.0228, 0.0067
Si, -0.0135, 0.004, 0.019
Si, 0.0193, 0.0113, 0.0448
Si, -0.0092, 0.006, 0.0249
Si, -0.0132, -0.0021, 0.02
Si, 0.0268, 0.0092, 0.0138
Si, -0.0205, -0.0274, 0.012
Si, -0.0643, -0.0304, -0.2278
Si, 0.0091, 0.0433, 0.0171
Si, 0.0277, -0.0421, -0.0504
Si, 0.039, -0.0482, 0.019
Si, 0.0006, -0.0047, -0.0609
Si, -0.2153, 0.1177, 0.0767
Si, -0.0029, -0.0068, -0.0726
Si, 0.1747, -0.1562, 0.3515
O, -0.0029, 0.0036, -0.0001
O, -0.0087, 0.0008, -0.0007
O, -0.1514, 0.1312, -0.0857
O, -0.0421, 0.012, 0.0808
O, -0.0029, 0.0022, -0.0019
O, -0.0007, 0.0055, 0.0004
O, 0.0019, 0.0014, 0.0165
O, 0.0046, -0.0087, 0.0215
O, -0.0697, -0.0415, 0.0084
O, 0.1752, 0.1892, 0.0259
O, 0.0322, -0.023, -0.0326
O, 0.0129, -0.0387, 0.04
O, 0.1479, -0.0212, 0.1909
O, 0.0096, -0.0059, 0.0161
O, -0.0352, -0.0389, 0.0074
O, -0.0125, -0.0011, 0.0494
O, -0.0023, 0.0074, -0.0134
O, 0.0071, -0.0085, -0.0129
O, -0.0105, 0.007, -0.0081
O, -0.0009, 0.0024, -0.0017
O, -0.0073, 0.0056, -0.0104
O, 0.0056, -0.005, -0.0092
O, 0.0085, -0.0062, -0.0116
O, 0.0019, 0.0097, -0.006
Si, -0.0036, 0.0046, 0.0133
Si, 0.0004, 0.0034, 0.0188
Si, 0.0132, -0.0148, 0.0065
Si, 0.0045, 0.0014, 0.0104
Si, -0.0273, 0.0394, -0.1091
Si, 0.0164, 0.0314, 0.0086
Si, 0.0053, -0.0007, 0.0171
Si, -0.0018, 0.0044, 0.0148
Si, -0.004, 0.0183, 0.0113
Si, -0.0083, -0.0203, 0.0019
Si, 0.1635, 0.0169, -0.0096
Si, 0.0059, 0.0046, 0.0186
Si, -0.0507, -1.0794, 0.2354
Si, -0.1148, 0.0949, -0.0045
Si, 0.0219, -0.0005, -0.0206
Si, 0.0001, -0.0065, 0.0029
Si, 0.0397, 0.0391, -0.0535
Si, 0.2047, -0.0362, -0.2912
Si, -0.0066, -0.0021, 0.0094
Si, 0.0006, 0.0007, 0.0157
Si, -0.0031, 0.0028, 0.0144
Si, -0.0286, -0.0376, -0.0057
Si, 0.0048, -0.0002, 0.0126
Si, 0.056, 0.029, 0.0237
Si, -0.0011, -0.0056, -0.0378
Si, 0.0021, -0.01, 0.0131
Si, -0.0056, 0.006, 0.0226
Si, -0.0117, 0.0205, -0.0093
Si, 0.001, 0.0002, 0.0192
Si, 0.0139, 0.0085, -0.0042
Si, -0.0048, -0.0011, 0.02
Si, -0.0109, 0.0169, -0.0433
Si, -0.0037, 0.0001, 0.0188
Si, 0.0029, 0.0047, 0.0098
Si, -0.0225, 0.0129, -0.0349
Si, -0.0014, 0.0025, 0.0034
Si, -0.0181, 0.0137, -0.0022
O, 0.0037, -0.0006, -0.0098
O, -0.0184, -0.0009, 0.0292
O, 0.0159, -0.0394, -0.017
O, 0.0006, -0.0048, -0.0101
O, -0.0154, 0.0165, 0.0077
O, -0.0026, -0.0055, -0.0072
O, 0.016, 0.027, 0.0202
O, -0.0031, 0.0105, 0.0087
O, -0.0056, -0.006, -0.0006
O, -0.0092, -0.0032, 0.0057
O, -0.0021, 0.0033, 0.0013
O, -0.0144, 0.0087, 0.0248
O, 0.0023, 0.0179, -0.0048
O, 0.0184, -0.0179, 0.0036
O, -0.0001, 0.0076, 0.0086
O, 0.106, 0.1265, -0.0239
O, 0.0296, -0.0007, 0.0209
O, -0.0039, 0.0049, 0.0006
O, -0.004, -0.0048, 0.0218
O, -0.0228, 0.0144, -0.0134
O, -0.0005, -0.0091, -0.0125
O, -0.002, 0.0034, -0.0114
O, 0.0008, 0.0021, -0.003
O, -0.0118, 0.8739, -0.4737
O, -0.0049, 0.0027, -0.0059
O, 0.0021, 0.0022, -0.0053
O, 0.0012, -0.0042, -0.0089
O, -0.0213, -0.0127, -0.0043
O, -0.0026, -0.009, -0.0151
O, -0.1365, -0.037, -0.0721
O, 0.0027, -0.0203, 0.0064
O, 0.0028, 0.0307, 0.0044
O, -0.0049, 0.0049, -0.007
O, -0.0035, 0.0017, -0.0084
O, 0.0095, 0.0071, -0.0083
O, -0.0134, -0.0201, -0.0164
O, -0.0234, -0.0253, 0.0007
O, -0.0012, -0.0026, -0.0021
O, -0.0033, 0.0064, -0.0042
O, 0.0105, -0.0012, -0.0163
O, -0.0062, -0.0034, 0.0192
O, 0.0018, -0.0013, 0.0029
O, -0.0021, -0.0045, -0.0037
O, -0.0494, -0.0528, 0.2219
O, 0.0045, 0.0032, -0.0051
O, -0.0009, -0.0035, -0.0111
O, -0.0031, 0.0052, -0.0066
O, -0.003, -0.0085, -0.0096
O, -0.0066, -0.0008, -0.0057
O, -0.0094, -0.0109, 0.0547
O, 0.001, 0.0014, -0.0044
O, -0.0046, -0.003, -0.0087
O, 0.0003, -0.001, -0.0018
O, -0.1041, 0.0009, 0.0287
O, 0.005, 0.0041, -0.0079
O, 0.0043, 0.0051, -0.0163
O, 0.0056, -0.0047, -0.0054
O, -0.0091, -0.0007, -0.0052
O, 0.0303, 0.0065, -0.0044
O, -0.0005, -0.0027, -0.0042
O, 0.0033, 0.0004, -0.0081
O, 0.0061, -0.004, -0.0286
O, -0.002, 0.0046, -0.0019
O, 0.0047, 0.0034, -0.0046
O, -0.005, 0.0016, -0.0055
O, 0.0076, -0.0074, -0.0138

The program warned: the cutoff lies below the one the program advises for these potential files; the forces do not sum to zero within the program's tolerance; the exchange-correlation potential is rough where the density is thin.
